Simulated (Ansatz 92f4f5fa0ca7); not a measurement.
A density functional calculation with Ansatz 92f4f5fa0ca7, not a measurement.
Periodic cell of 223 atoms, Si132O90B1, from a study of silicon, its oxide and their interface. The atomic structure is a simulated model.
Doubt: the cutoff is far below the 930 eV that the study's wrapper takes by default for these files, so forces and energies are approximate.

Settings
functional: PBE
potential files: Ansatz PAW
basis: plane waves
wave-function cutoff: 580 eV
density cutoff ratio: 5
exchange-correlation grid ratio: 1
k mesh: 1 x 1 x 1, Gamma-centred
self-consistency stop: 5e-08 eV per atom in the density residual
occupations: fixed
spin: none
net charge: -1 e, with a uniform compensating background and no finite-size correction

Cell vectors (angstrom)
a, 10.938, 0, 0
b, 0, 10.938, 0
c, 0, 0, 32.1988

Atoms and the computed forces on them: element, x, y, z (angstrom), force x, y, z (eV/angstrom)
Si, 10.5796, 0.2316, 24.8615, 0.0036, 0.0138, 0.2004
Si, 5.7276, 10.684, 24.7384, 0.0174, -0.0164, 0.1659
Si, 2.471, 2.9215, 24.6381, -0.0143, 0.0154, 0.1895
Si, 8.4194, 2.4676, 24.8231, 0.0113, -0.0131, 0.1507
Si, 0.265, 5.1713, 24.7547, 0.0338, -0.0204, 0.1559
Si, 5.1473, 5.7539, 24.6904, -0.0289, 0.0146, 0.176
Si, 2.9252, 8.0137, 24.5927, 0.0216, -0.037, 0.191
Si, 7.9295, 8.4426, 24.7302, -0.0067, 0.005, 0.1874
Si, 1.3232, 1.3866, 26.0374, 0.003, 0.0119, -0.0221
Si, 6.8373, 1.3136, 26.1168, 0.0148, -0.0133, 0.0156
Si, 4.0384, 4.1075, 25.9882, -0.0001, 0.0029, -0.0089
Si, 9.5998, 4.062, 26.0867, 0.0098, 0.0021, -0.0039
Si, 1.3897, 6.831, 25.9995, 0.0061, 0.0111, -0.0006
Si, 6.7627, 6.8564, 26.0267, 0.0027, 0.0102, -0.018
Si, 4.0944, 9.5398, 25.9984, -0.0005, -0.0014, -0.0155
Si, 9.4604, 9.5728, 26.144, -0.0207, 0.0089, 0.0084
Si, 2.7241, -0.0015, 27.351, -0.0067, 0.0017, -0.0633
Si, 8.1547, -0.0178, 27.558, -0.0185, -0.02, 0.1104
Si, 0.0076, 2.7227, 27.4916, 0.0129, 0.0016, 0.0888
Si, 5.4347, 2.7471, 27.3699, -0.0043, -0.009, -0.0489
Si, 2.7245, 5.4705, 27.4327, 0.0039, 0.0052, 0.0252
Si, 8.18, 5.476, 27.3599, 0.0028, -0.0104, -0.0525
Si, -0.0117, 8.1869, 27.3785, -0.0008, -0.013, -0.0456
Si, 5.4362, 8.2042, 27.4502, -0.0154, -0.0155, 0.0553
Si, 4.0773, 1.3672, 28.748, 0.018, 0.0033, 0.0766
Si, 9.5797, 1.3543, 28.8618, -0.0347, -0.0047, -0.1286
Si, 1.3677, 4.1147, 28.8307, -0.0159, -0.0557, -0.0844
Si, 6.8239, 4.1046, 28.7403, 0.0069, -0.0173, 0.0725
Si, 4.0981, 6.8187, 28.8147, -0.0119, 0.0062, -0.0534
Si, 9.5525, 6.8236, 28.7527, 0.0026, 0.0304, 0.0571
Si, 1.3674, 9.5673, 28.7362, -0.0263, 0.0065, 0.068
Si, 6.7781, 9.5426, 28.8786, 0.1049, 0.0352, -0.1443
Si, 0.0221, -0.0271, 30.1743, 0.0446, -0.0266, 0.0157
Si, 5.428, 0.0121, 30.1752, -0.0608, 0.0553, 0.0187
Si, 2.7393, 2.7282, 30.1691, 0.0131, -0.0277, -0.0036
Si, 8.1878, 2.7483, 30.1496, -0.0167, 0.0184, 0.0069
Si, -0.0236, 5.4726, 30.1568, -0.0197, 0.0216, 0.0042
Si, 5.4812, 5.4546, 30.1627, 0.0228, -0.0201, 0.0091
Si, 2.7206, 8.2093, 30.1376, -0.0042, 0.0193, -0.0028
Si, 8.2055, 8.1772, 30.1771, 0.0158, -0.0324, 0.0195
Si, 1.379, 1.3519, 31.5491, 0.0091, -0.0017, 0.0179
Si, 6.8319, 1.3735, 31.5151, -0.0078, -0.0024, 0.0021
Si, 4.1177, 4.0902, 31.5392, -0.0038, -0.0028, 0.004
Si, 9.5602, 4.0981, 31.5294, 0.0108, -0.0095, 0.0185
Si, 1.3543, 6.8495, 31.5015, -0.0003, -0.0073, -0.0072
Si, 6.8495, 6.8067, 31.5552, -0.0037, 0.0117, 0.0196
Si, 4.0794, 9.5641, 31.5353, -0.0004, 0.0011, 0.0226
Si, 9.5868, 9.5482, 31.5404, -0.0093, 0.0046, 0.0013
Si, 2.7456, -0.0128, 0.7367, -0.0056, 0.0048, -0.0037
Si, 8.2089, 0.0048, 0.6795, 0.0168, 0.0241, -0.035
Si, -0.0082, 2.7281, 0.7046, 0.0049, -0.0263, 0.0114
Si, 5.4911, 2.723, 0.716, -0.0002, -0.0142, 0.0051
Si, 2.7348, 5.4989, 0.6665, 0.0272, -0.0035, -0.039
Si, 8.2205, 5.4423, 0.7381, -0.0141, -0.0019, 0.0096
Si, 0.0215, 8.186, 0.7182, 0.0072, 0.0113, 0.0065
Si, 5.4687, 8.1987, 0.7042, 0.004, -0.021, 0.0052
Si, 4.144, 1.3486, 2.0903, 0.0466, -0.0174, -0.0146
Si, 9.5699, 1.3434, 2.0825, 0.0087, -0.0195, 0.0052
Si, 1.3788, 4.1328, 2.0234, -0.0342, 0.0148, -0.0564
Si, 6.8617, 4.0621, 2.1097, 0.0598, -0.0041, 0.0154
Si, 4.1045, 6.8253, 2.0806, 0.006, 0.0153, 0.0082
Si, 9.5956, 6.8243, 2.0898, 0.0228, -0.0268, -0.0141
Si, 1.3957, 9.5356, 2.1012, 0.0139, -0.0654, 0.0258
Si, 6.8471, 9.5855, 2.0511, -0.0571, 0.0369, -0.034
Si, 0.0162, -0.0386, 3.4275, 0.02, 0.217, 0.0101
Si, 5.522, -0.0111, 3.4945, -0.031, -0.0796, -0.0926
Si, 2.7785, 2.7949, 3.3449, -0.1715, -0.0881, 0.0745
Si, 8.1981, 2.6635, 3.5134, 0.0983, -0.0116, -0.0815
Si, 0.0433, 5.4641, 3.4604, -0.0196, -0.0564, -0.0112
Si, 5.4743, 5.4373, 3.4307, -0.0506, 0.0719, -0.0316
Si, 2.7893, 8.2014, 3.5137, 0.066, -0.0179, -0.0673
Si, 8.2151, 8.2242, 3.3933, -0.0185, -0.0376, 0.0854
Si, 1.4356, 1.4057, 4.668, -0.0045, -0.2404, -0.0346
Si, 6.8381, 1.3098, 4.9528, -0.0573, 0.2125, 0.1433
Si, 4.148, 4.0379, 4.8087, 0.2546, 0.0531, -0.0178
Si, 9.6128, 4.0625, 4.8008, 0.0113, -0.038, 0.0253
Si, 1.4296, 6.7988, 4.861, 0.0261, 0.0113, 0.0252
Si, 6.8248, 6.8717, 4.7356, 0.0004, -0.0085, -0.0565
Si, 4.1612, 9.6007, 4.8982, -0.1933, 0.0475, 0.0849
Si, 9.5786, 9.5384, 4.8094, 0.031, -0.0546, -0.0502
Si, 2.9072, 0.2785, 6.1244, -0.0667, 0.0085, 0.5947
Si, 8.2425, -0.0884, 6.2955, -0.0189, 0.0202, -0.0176
Si, 0.0888, 2.6691, 6.1151, -0.0029, 0.0536, -0.1297
Si, 5.3167, 2.5817, 6.3095, 0.0663, 0.0153, 0.8287
Si, 2.8474, 5.4198, 6.2034, -0.0978, 0.0392, -0.0679
Si, 8.152, 5.4379, 6.0274, -0.0409, 0.0399, 0.1199
Si, 0.0564, 8.2011, 6.1708, 0.014, 0.0833, 0.1804
Si, 5.5489, 8.2039, 6.2621, -0.0458, 0.0065, -0.0631
B, 3.8172, 1.6226, 7.8206, -0.1919, 0.4127, -1.1985
Si, 9.887, 1.1159, 7.4776, 0.0676, -0.0672, -0.1172
Si, 1.7762, 3.6959, 7.3942, 0.1353, -0.1709, -0.0998
Si, 6.5809, 4.3047, 7.4228, 0.1941, 0.0935, -0.3607
Si, 4.4162, 6.5938, 7.5587, 0.1281, -0.0397, -0.1415
Si, 9.3761, 6.9146, 7.3691, 0.0691, -0.0336, -0.18
Si, 1.2652, 9.9915, 7.2542, -0.1043, -0.2268, -0.3984
Si, 7.2063, 9.1817, 7.6806, -0.0091, -0.0417, -0.2108
O, 8.3333, 8.0218, 7.9859, -0.0142, 0.0805, 0.0201
O, 2.8313, 2.629, 8.0749, -0.0245, 0.0438, -0.2416
O, 9.5138, 1.3538, 24.2588, -0.0025, 0.0054, -0.0788
O, 4.0437, 6.8698, 24.1268, 0.0047, -0.002, -0.095
O, 0.0952, 0.012, 7.965, -0.069, 0.0671, 0.1301
O, 5.5401, 5.4673, 8.0166, -0.0814, 0.0195, 0.0952
O, 6.8389, 9.5744, 24.193, 0.0017, 0.0032, -0.0845
O, 1.3613, 4.066, 24.1654, -0.0091, 0.0025, -0.0848
O, 3.8525, 7.3106, 8.9616, -0.0645, 0.0345, 0.1836
O, 1.0075, 4.3549, 8.6745, -0.1251, 0.1504, 0.3201
O, 9.8681, 6.0258, 8.6786, 0.0683, -0.0719, 0.2528
O, 2.236, 9.3651, 8.4243, 0.0241, -0.0394, 0.2143
O, 7.5027, 3.8554, 8.7281, 0.0405, -0.1035, 0.2133
O, 4.3031, 0.9984, 8.9796, 0.1617, -0.3218, 0.4584
O, 6.7278, 9.5522, 9.207, 0.0144, -0.0243, 0.4156
O, 9.2423, 1.8214, 8.8237, -0.0551, 0.0354, 0.1868
O, 7.7033, 3.1599, 23.5184, -0.0757, 0.064, -0.1971
O, 10.4867, 5.8469, 23.4441, -0.0587, 0.0695, -0.1818
O, 5.0789, 0.4407, 23.3998, -0.0553, 0.0705, -0.1944
O, 5.8549, 5.0978, 23.3577, 0.0639, -0.077, -0.1806
O, 3.0961, 2.2139, 23.2719, 0.0794, -0.0625, -0.1985
O, 2.2921, 8.7223, 23.2185, -0.077, 0.061, -0.1777
O, 8.6105, 7.7574, 23.3933, 0.0829, -0.069, -0.2042
O, 0.2386, 10.3406, 23.5943, 0.046, -0.0766, -0.2184
Si, 4.382, 1.5775, 22.4659, -0.0089, 0.0053, 0.3093
Si, 3.4718, 7.9436, 14.0073, -0.0119, 0.0157, -0.2695
Si, 7.1066, 0.9702, 14.6507, 0.0162, 0.018, -0.2354
Si, 0.9375, 9.3602, 22.5193, 0.0147, -0.0251, 0.3018
Si, 1.1671, 4.322, 11.8647, -0.0149, 0.0794, -0.3497
Si, 6.2479, 8.9795, 15.2973, 0.0052, -0.0116, -0.1581
Si, 0.6529, 1.3808, 12.2808, 0.0076, -0.0031, -0.2767
Si, 8.615, 4.9621, 20.5033, -0.0296, 0.0377, 0.1782
Si, 0.3769, 5.6885, 9.3286, 0.0115, -0.0286, -0.4289
Si, 5.0857, 3.132, 17.9247, -0.0188, -0.0135, -0.0413
Si, 0.8681, 3.7568, 16.7275, -0.0345, -0.0108, -0.0912
Si, 10.3886, 2.8552, 19.2142, -0.0052, 0.0176, 0.0602
Si, 5.2607, 1.1896, 10.2957, -0.0637, 0.0406, -0.5956
Si, 0.8718, 0.1846, 19.8416, 0.0254, -0.0463, 0.1344
Si, 6.6149, 9.4707, 10.8434, -0.0867, 0.0934, -0.413
Si, 9.3259, 9.6895, 18.3109, 0.0219, 0.0154, -0.0177
Si, 9.3631, 9.2662, 12.5538, -0.0396, 0.0201, -0.3094
Si, 6.5655, 3.8525, 22.5849, -0.0034, -0.0011, 0.2877
Si, 2.45, 8.0653, 9.3538, 0.0271, -0.0095, -0.421
Si, 10.5771, 7.3801, 17.0617, -0.0089, 0.0176, -0.0592
Si, 2.4976, 6.3056, 16.5592, -0.0049, 0.0153, -0.1221
Si, 10.1609, 4.5077, 14.1709, 0.0092, -0.0336, -0.2399
Si, 6.123, 9.198, 18.495, -0.0056, 0.0143, -0.0264
Si, 7.9781, 2.5454, 9.5626, -0.0413, 0.0411, -0.4484
Si, 8.8587, 2.1658, 12.4339, -0.045, 0.0746, -0.3883
Si, 5.3261, 6.2553, 18.0481, 0.0075, -0.0077, -0.0109
Si, 3.9116, 0.5694, 19.4604, -0.0143, 0.0262, 0.1477
Si, 4.2715, 3.8357, 12.0289, 0.0441, -0.1177, -0.3671
Si, 5.5255, 6.6084, 12.1199, 0.0112, 0.0252, -0.3007
Si, 8.0012, 2.5122, 17.2032, 0.0043, -0.0219, -0.07
Si, 4.3462, 2.4852, 14.9527, -0.0004, 0.053, -0.2382
Si, 1.5226, 1.2234, 15.2389, -0.0187, 0.0177, -0.1823
Si, 1.5455, 9.4266, 12.019, 0.0669, -0.0556, -0.3631
Si, 8.0318, 6.8656, 13.8494, -0.0204, -0.0119, -0.2218
Si, 10.364, 9.8485, 15.4706, -0.0197, 0.0307, -0.1828
Si, 9.7991, 7.0174, 22.5517, -0.0191, 0.0122, 0.2858
Si, 8.0991, 5.4947, 17.4006, 0.0153, -0.011, -0.003
O, 6.0274, 7.9652, 11.2731, -0.029, -0.1164, 0.166
O, 6.0003, 9.2223, 16.8767, -0.004, 0.0024, 0.0852
O, 7.6524, 1.3928, 13.1785, -0.0531, -0.0497, 0.1789
O, 0.8744, 1.7589, 13.8507, 0.036, -0.003, 0.1943
O, 9.4182, 6.2642, 16.8709, 0.0016, 0.0038, 0.0241
O, 6.7431, 6.2124, 13.1206, 0.0763, 0.0027, 0.1375
O, 5.1192, 4.6703, 18.5916, -0.0002, 0.0106, -0.0008
O, 9.2134, 2.1644, 18.2633, -0.0019, -0.003, -0.002
O, 2.3549, 0.1074, 19.0775, 0.009, -0.0001, -0.0419
O, 9.3984, 10.2453, 16.7521, -0.0142, -0.006, 0.0624
O, 2.7777, 4.429, 11.7083, -0.0065, -0.0093, 0.1016
O, 5.0526, 10.3346, 19.0922, 0.0197, -0.0225, -0.0239
O, 9.4057, 3.2591, 13.4794, 0.0385, 0.0705, 0.15
O, 0.4426, 1.7742, 19.9468, -0.0086, 0.0093, -0.0322
O, 3.1361, 1.3706, 15.0429, -0.0067, -0.0142, 0.0643
O, 8.1532, 5.3909, 19.0157, -0.0127, 0.008, -0.066
O, 3.8816, 6.6078, 17.3698, 0.0184, -0.001, 0.0303
O, 4.5519, 3.2928, 16.3719, 0.0183, 0.0157, 0.102
O, 9.0486, 5.686, 14.298, 0.009, -0.0058, 0.0754
O, 5.4461, 2.7647, 22.1359, -0.0006, -0.0051, -0.0918
O, 10.6582, 4.1606, 15.6673, 0.0419, -0.0159, 0.123
O, 0.3263, 3.8751, 18.2641, 0.0049, 0.002, 0.0073
O, 10.4126, 10.5237, 19.2081, -0.0285, -0.0068, -0.0294
O, 9.6227, 10.0399, 14.0145, 0.0407, 0.0178, 0.1923
O, 10.8965, 8.1282, 22.0925, 0.0077, 0.0088, -0.0895
O, 1.1782, 2.1737, 16.5113, -0.0035, 0.023, 0.0567
O, 9.721, 3.7602, 20.4021, 0.0267, -0.033, -0.0585
O, 8.1246, 4.0429, 16.6733, -0.0076, 0.0067, 0.025
O, -0.0687, 9.1216, 11.8885, -0.0569, 0.0142, 0.1078
O, 6.569, 2.4243, 17.9844, -0.002, 0.004, 0.0155
O, 5.5214, 10.7087, 11.1424, 0.0242, -0.0728, 0.1442
O, 7.7348, 9.603, 18.8247, -0.0053, -0.0018, 0
O, 10.0026, 1.0355, 12.0526, 0.0234, -0.0133, 0.1011
O, 1.2684, 7.0078, 9.0352, 0.0008, -0.0039, 0.1355
O, 0.6067, 4.784, 13.3325, -0.0654, 0.009, 0.1761
O, 5.6904, 7.6357, 18.9615, -0.0018, -0.0005, -0.0056
O, 5.2227, 5.0914, 11.5053, 0.0004, 0.0448, 0.0973
O, 2.6986, 7.0024, 15.0993, -0.0302, -0.0525, 0.135
O, 0.878, 2.7602, 11.454, -0.0029, -0.0548, 0.1126
O, 0.8451, 10.6955, 15.5311, -0.0045, -0.0161, 0.0614
O, 2.3733, 8.6052, 10.8801, -0.0565, 0.1059, 0.3028
O, 4.7003, 2.4335, 11.249, -0.0865, 0.1971, 0.2136
O, 4.2569, 3.506, 13.6599, -0.0132, -0.0573, 0.2563
O, 2.1831, 4.6974, 16.4689, 0.0053, 0.0068, 0.0329
O, 10.6857, 8.2605, 15.6811, 0.0058, -0.0301, 0.0674
O, 6.9192, 10.3015, 14.6464, -0.0129, -0.0193, 0.0776
O, 2.3215, 8.9615, 13.3979, 0.0616, -0.0394, 0.1669
O, 8.0281, 1.5337, 15.8901, 0.0178, 0.0318, 0.1019
O, 4.1092, 7.0041, 12.8372, -0.0594, 0.047, 0.1546
O, 4.1648, 2.0221, 18.715, 0.0077, 0.0145, -0.0226
O, 7.2828, 4.426, 21.2566, 0.0646, 0.0264, -0.1337
O, 8.4095, 2.9533, 11.0809, 0.0771, -0.0359, 0.335
O, 1.1683, 6.8807, 17.3428, -0.0012, -0.0017, 0.0269
O, 5.6385, 1.5723, 14.7732, -0.0097, -0.0079, 0.0739
O, 8.0939, 9.7766, 11.5827, 0.1392, -0.0165, 0.1804
O, 9.198, 6.2933, 21.2317, -0.0309, -0.0613, -0.1326
O, 8.9348, 7.7334, 12.8366, -0.0159, -0.0521, 0.1188
O, 1.6287, 0.1342, 11.8614, -0.0408, 0.0271, 0.1042
O, 6.6354, 6.1584, 17.05, -0.0129, 0.0014, 0.017
O, 7.3753, 7.8125, 15.0239, -0.0284, 0.0415, 0.0932
O, 1.1958, 10.3029, 21.2209, -0.0002, 0.0757, -0.1727
O, 10.0188, 8.2115, 18.3409, -0.0019, -0.0008, 0.0085
O, 3.9442, 0.862, 21.0744, -0.0192, -0.0496, -0.1869
O, 0.3393, 5.3601, 10.9108, 0.0419, -0.0839, 0.2985
O, 6.7282, 1.5282, 9.6648, 0.0031, -0.0342, 0.1743
O, 4.7595, 8.7232, 14.6583, 0.0484, 0.0235, 0.0915

Results
free energy: -135249.565 eV
free energy less fixed offsets of B -154.04, O -568.88, Si -635.61 eV per atom: 4.195 eV

The program warned: the cutoff lies below the one the program advises for these potential files; the forces do not sum to zero within the program's tolerance; the exchange-correlation potential is rough where the density is thin.
